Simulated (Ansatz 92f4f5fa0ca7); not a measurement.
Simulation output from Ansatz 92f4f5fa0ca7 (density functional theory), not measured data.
Periodic cell of 192 atoms, Si128O64, from a study of silicon, its oxide and their interface. The atomic structure is a simulated model.

Settings: functional r2SCAN; potential files Ansatz PAW; basis plane waves; wave-function cutoff 800 eV; density cutoff ratio 5; exchange-correlation grid ratio 1; k mesh 1 x 1 x 1, shifted by 0.5 0.5 0 of a step; self-consistency stop 1e-10 eV per atom in the density residual; occupations fixed; spin none; net charge 0.

Cell vectors (angstrom)
a  10.888  0  0
b  0  10.888  0
c  0  0  28.1904

Atoms and the computed forces on them: element, x, y, z (angstrom), force x, y, z (eV/angstrom)
Si  0.0669  -0.0634  0.2166  0.0662  0.0124  0.1199
Si  2.9796  2.6022  0.0136  -0.0272  -0.0263  0.1694
Si  -0.2491  5.7862  -0.0979  0.0603  0.0384  0.1682
Si  2.4371  8.8026  -0.1682  -0.0348  -0.0766  0.1982
Si  5.1797  0.3925  0.0518  0.009  0.0078  0.158
Si  7.8681  3.2922  0.2401  -0.0171  -0.0129  0.1462
Si  5.596  5.3664  0.2061  0.0288  0.0206  0.1489
Si  8.5054  8.0886  0.0057  -0.0081  -0.0553  0.1283
Si  1.3542  1.5145  1.362  -0.0134  -0.0284  0.0199
Si  4.0758  4.1187  1.4364  0.0216  0.0175  0.0242
Si  1.4179  6.9625  1.1044  -0.0369  0.0153  -0.0139
Si  4.0115  9.7203  1.343  0.0138  0.0033  -0.0059
Si  6.7869  1.5128  1.3469  -0.0026  -0.0077  0.0171
Si  9.5086  4.3717  1.4641  -0.0339  -0.007  0.0344
Si  6.8527  6.9752  1.338  -0.0181  -0.0394  0.014
Si  9.5327  9.5518  1.5088  0.0351  0.0133  0.0314
Si  -0.0295  2.8704  2.694  -0.032  -0.0187  0.0251
Si  2.6756  0.1299  2.771  0.0133  -0.0023  0.0435
Si  0.0854  8.1797  2.7223  -0.0104  0.0457  0.06
Si  2.6707  5.5671  2.6128  0.0172  -0.0215  0.0197
Si  5.4428  2.7832  2.8057  -0.009  0.0252  0.0451
Si  8.1125  0.0888  2.7084  0.0148  -0.001  0.0184
Si  5.4083  8.2974  2.6421  -0.0199  0.0014  0.0299
Si  8.1501  5.6582  2.8316  0.0156  -0.0236  0.0517
Si  1.35  4.1946  4.0525  0.0015  0.0173  -0.0247
Si  4.0769  1.4207  4.1422  -0.0179  0.0059  -0.016
Si  1.3747  9.5757  4.0969  0.0017  -0.0066  -0.0251
Si  4.0757  6.873  4.002  0.017  0.0047  -0.0264
Si  6.8176  4.1707  4.1115  0.0111  0.0079  -0.0202
Si  9.5208  1.4358  4.0411  0.0104  -0.0024  -0.0123
Si  6.7599  9.6092  4.0701  0.0157  -0.0063  -0.0157
Si  9.58  6.91  4.1562  -0.0287  0.008  -0.0192
Si  -0.0265  0.0372  5.4158  0.0083  0.0018  0.0175
Si  2.6979  2.799  5.4377  -0.0071  -0.0177  0.012
Si  -0.0032  5.4764  5.4793  -0.0212  0.0027  0.0196
Si  2.7412  8.1955  5.4292  -0.0005  0.0028  0.0031
Si  5.4207  0.0277  5.4795  -0.0111  0.012  0.018
Si  8.1715  2.7646  5.441  -0.0194  0.0059  0.0066
Si  5.4101  5.5011  5.4218  0.0073  0.0058  0.007
Si  8.1547  8.2523  5.4449  0.0136  0.0007  0.0183
Si  1.3551  1.372  6.7777  -0.0088  -0.0049  0.018
Si  4.0826  4.115  6.807  0.015  0.0026  0.003
Si  1.3896  6.8203  6.8025  0.0041  0.0094  0.0193
Si  4.0879  9.5172  6.828  0.0045  0  0.0048
Si  6.8166  1.3782  6.8  -0.0047  0.0012  0.0232
Si  9.5386  4.0795  6.8261  0.0131  0.0037  0.0099
Si  6.8074  6.8249  6.7812  0.009  -0.008  0.0185
Si  9.5246  9.5698  6.8179  -0.0114  0.0026  -0.0033
Si  -0.0037  2.6804  8.1718  -0.0035  0.0039  -0.0008
Si  2.7002  -0.0172  8.1596  0.0082  -0.0122  -0.0049
Si  0.0089  8.1616  8.1507  -0.0057  -0.0195  -0.0057
Si  2.7144  5.434  8.1791  -0.0137  0.0065  -0.0052
Si  5.44  2.7122  8.156  0.0028  -0.0018  0.0005
Si  8.1567  0.007  8.1789  0.0057  -0.0044  0.0017
Si  5.4462  8.1358  8.1749  -0.0071  0.0186  -0.0051
Si  8.1475  5.429  8.1587  -0.0077  -0.0045  -0.0021
Si  1.3797  4.0122  9.5171  -0.0082  0.0057  -0.0095
Si  4.0882  1.3179  9.5101  0.0014  -0.0011  -0.0079
Si  1.3652  9.4857  9.5464  -0.0024  0.0045  -0.0196
Si  4.0937  6.7563  9.5394  0.0093  -0.0229  -0.0075
Si  6.8155  4.0287  9.5382  0.0017  0.0071  -0.0092
Si  9.5345  1.3163  9.5523  -0.0014  -0.0036  -0.0047
Si  6.8182  9.4861  9.5161  0.0156  0.0026  -0.0055
Si  9.5577  6.7552  9.4971  0.0113  0.0141  -0.0144
Si  -0.0137  -0.0723  10.9187  -0.0046  0.0176  -0.0079
Si  2.7298  2.6438  10.8966  -0.0152  -0.0058  -0.0094
Si  -0.0142  5.3246  10.8599  0.0107  0.0016  -0.0131
Si  2.724  8.0911  10.9049  -0.0158  0.01  -0.013
Si  5.437  -0.0684  10.8679  0.0072  -0.0005  -0.0053
Si  8.1766  2.6523  10.9243  -0.0053  -0.0015  -0.0091
Si  5.4182  5.3437  10.8933  -0.0061  0.0127  -0.0185
Si  8.2032  8.112  10.8457  -0.0091  -0.0171  -0.0033
Si  1.3617  1.2817  12.2596  0.0017  -0.0252  0.018
Si  4.0858  3.9546  12.3015  0.0255  0.0099  0.0276
Si  1.3741  6.6303  12.1982  -0.0152  0.0103  -0.0138
Si  4.1071  9.4494  12.2525  -0.0135  -0.0226  0.0254
Si  6.8067  1.2485  12.246  0.0104  0.0272  0.0116
Si  9.5636  3.9716  12.3066  -0.0171  0  0.0155
Si  6.8617  6.6925  12.1378  0.0061  -0.0004  0
Si  9.5287  9.4264  12.2849  0.0231  -0.0126  0.0224
Si  0.0452  2.5962  13.7107  -0.0168  -0.0024  -0.0368
Si  2.697  -0.1051  13.608  0.0097  -0.0131  -0.0265
Si  -0.0083  7.9278  13.5363  0.0015  -0.0065  -0.0434
Si  2.6814  5.2907  13.6492  0.0348  0.0082  -0.0425
Si  5.4632  2.5584  13.6519  -0.0018  -0.0018  -0.0386
Si  8.1319  -0.1072  13.6516  -0.0048  -0.0231  -0.0229
Si  5.5469  8.0265  13.4876  -0.0247  -0.0096  -0.0325
Si  8.1232  5.3317  13.576  0.0166  -0.0065  -0.0353
Si  1.394  3.9318  15.1652  -0.0046  0.0236  0.0123
Si  4.0766  1.204  15.0217  0.0015  0.0018  -0.0048
Si  1.3908  9.2408  14.8357  -0.021  0.0166  -0.0537
Si  4.2314  6.6288  14.7911  -0.0445  0.0032  -0.0308
Si  6.8433  3.943  14.9852  0.0162  -0.0025  -0.0012
Si  9.5159  1.2218  15.0394  0.0342  -0.0128  -0.0008
Si  6.8152  9.314  14.98  -0.0041  0.0246  -0.0061
Si  9.4882  6.6223  14.9525  0.0002  -0.0274  0.0007
Si  -0.2454  -0.5644  16.073  -0.0513  -0.0246  -0.099
Si  3.076  2.7973  16.4579  0.0071  0.0452  -0.1417
Si  -0.2873  5.1056  16.3561  -0.0065  -0.0258  -0.1631
Si  3.0932  8.1315  16.0931  0.0229  0.0228  -0.0845
Si  5.1969  -0.4662  16.2457  -0.0146  -0.0363  -0.1522
Si  8.3918  2.8396  16.3822  0.0046  0.0284  -0.1567
Si  5.2639  5.1055  16.2766  -0.0181  -0.0488  -0.1315
Si  8.3694  8.1519  16.3567  0.0094  0.0101  -0.1804
Si  6.8942  -9.8652  18.5069  -0.0238  0.0131  -0.1443
Si  7.0063  -8.1328  22.4467  0.0173  0.0329  0.0078
Si  34.3511  30.5404  22.4639  0.0131  -0.0093  0.0542
Si  -25.9621  -1.4143  26.1034  -0.001  0.0173  0.1298
Si  -1.4516  6.3259  22.87  -0.0235  -0.0375  0.0034
Si  -0.1748  2.6111  20.8187  -0.0081  -0.0036  -0.0282
Si  -9.9508  20.884  18.7209  -0.0041  0.0148  -0.1011
Si  3.2095  41.2196  24.9106  -0.0221  -0.004  0.1344
Si  -30.2644  49.7056  21.104  0.0015  0.0438  -0.0312
Si  8.121  0.3935  24.097  0.0059  -0.0198  0.0782
Si  -23.0346  45.3899  26.3355  0.0106  -0.0176  0.1404
Si  -16.7862  12.3367  21.0021  0.0111  0.006  -0.0755
Si  5.4845  6.9409  21.362  -0.0108  -0.0069  -0.0145
Si  9.7877  20.3219  22.5346  0.0101  0.0048  0.0187
Si  -14.8155  17.3006  18.6245  -0.0284  0.0122  -0.1694
Si  -31.5762  25.5669  25.9911  -0.0069  0.0192  0.1734
Si  -4.0334  27.1079  23.7293  -0.0111  0.0295  0.0414
Si  -9.9244  15.2238  23.0141  -0.0292  0.0054  0.0283
Si  -28.1741  20.4971  22.4918  -0.0273  -0.0008  0.0486
Si  19.5221  37.2856  20.4505  0.0137  -0.012  -0.038
Si  2.3962  12.3853  19.3548  0.0132  0.0311  -0.1094
Si  -1.668  21.768  20.2075  0.0036  0.0256  -0.0707
Si  -16.6774  28.4891  25.7416  0.001  -0.0202  0.1232
Si  23.2114  17.7534  18.3023  0.0133  0.0005  -0.1489
O  -15.7598  1.5076  -8.4346  -0.0272  0.0055  0.0633
O  -12.9852  24.6731  -1.0141  0.0184  0.0035  -0.0851
O  0.6986  -11.0069  -10.8712  0.0269  0.0305  0.0848
O  12.4848  14.9929  -3.7037  0.0402  0.0086  -0.0773
O  10.0614  11.436  -0.9966  -0.064  0.0272  -0.1016
O  -3.8361  10.2255  -3.4778  -0.0054  0.0093  -0.0791
O  1.1517  42.441  -0.4032  -0.0029  0.0174  -0.0588
O  8.7689  9.8116  -6.8543  -0.0094  -0.018  0.0026
O  3.7929  7.0357  -3.3501  -0.0169  -0.0068  -0.0507
O  -29.6047  -2.0804  -1.6902  0.0218  0.0072  -0.1418
O  -1.3752  31.0628  -11.4958  0.0182  0.0239  0.051
O  -10.5443  15.9173  -1.4352  0.0265  -0.0459  -0.1241
O  -9.831  41.0547  -9.506  0.009  -0.0331  0.0497
O  11.1205  6.0169  -10.5691  0.0167  0.0531  0.1005
O  -1.2466  23.1763  -7.304  -0.006  0.0106  0.0305
O  23.8757  26.6032  -6.2206  0.0198  -0.0251  0.0066
O  -3.0848  7.5222  17.7698  -0.0276  -0.0396  0.1285
O  -3.7971  3.741  23.7045  0.0128  -0.0275  -0.0022
O  -20.2669  7.3335  21.7563  -0.0095  -0.0228  0.003
O  -11.7419  3.8972  20.0957  0.0152  0.0039  -0.0024
O  -5.0494  16.6995  17.6266  0.0432  0.0471  0.1287
O  9.5408  -3.9555  27.6313  -0.0201  0.0018  -0.0619
O  -9.841  13.0681  19.8827  -0.0098  0.0143  0.0228
O  0.2844  35.6797  22.3327  -0.0061  -0.0125  0.0212
O  0.4424  20.6079  22.1404  0.0029  0.0208  -0.0127
O  7.5565  12.1707  22.8631  -0.0177  0.0063  -0.0411
O  5.9257  0.1487  17.5643  0.0309  0.0375  0.1109
O  8.0821  -21.6646  19.0877  0.0372  -0.0298  0.0243
O  2.3559  25.1106  26.8883  -0.0252  0.0392  -0.1315
O  27.7231  27.3663  25.0075  0.0169  -0.0307  -0.0276
O  -17.7088  9.3106  16.7252  -0.0144  0.0085  0.0487
O  15.9551  21.8438  21.8422  0.0216  -0.0361  0.0277
O  2.7268  -8.7564  17.9036  0.0025  -0.0364  0.1009
O  -4.6292  -14.7268  19.9398  -0.0108  0.0185  0.0521
O  -15.5962  5.8688  22.3542  -0.0165  -0.001  -0.0392
O  -4.9825  8.0998  25.8664  -0.0118  -0.0061  -0.0626
O  -18.7535  20.298  21.8448  0.0022  0.0191  -0.0259
O  -15.9477  32.2968  26.9627  0.0449  -0.0274  -0.1075
O  8.2751  38.7149  23.9514  0.0115  0.0036  -0.0039
O  -8.2425  7.0617  17.252  0.004  -0.0479  0.0642
O  9.4247  21.299  23.7438  0.03  -0.007  -0.0078
O  4.1649  -17.7871  16.7661  0.0073  -0.006  0.0501
O  15.6367  17.0024  27.2016  -0.0248  0.0203  -0.1083
O  4.2256  20.4688  24.1172  0.0212  0.0286  -0.0347
O  -9.066  19.4871  24.0817  -0.0202  0.0035  -0.0262
O  -23.734  5.9027  21.3945  0.0082  0.0274  0.0093
O  14.4215  12.681  20.4454  -0.0009  0.0259  0.0462
O  16.3611  30.1652  22.0852  0.025  0.0087  0.0014
O  -13.1728  23.2123  25.1936  -0.0316  0.012  -0.0576
O  -11.0413  38.1381  23.2482  -0.002  -0.0113  -0.0026
O  -23.1439  -17.8237  16.8567  0.0002  -0.0117  0.0718
O  -30.4289  -0.122  19.2981  0.0164  -0.0076  0.0428
O  -2.976  59.6359  19.1268  0.0163  -0.0212  0.0218
O  18.6594  36.1497  21.2182  0.004  -0.0146  0.0096
O  -3.3141  13.1382  17.6822  -0.024  -0.0133  0.0878
O  -1.1826  51.4477  22.9373  -0.0035  -0.007  0.0128
O  10.5157  10.254  19.5582  -0.0305  -0.0113  0.0571
O  -6.9185  17.3561  21.1037  0.0097  -0.0039  0.0139
O  -10.8181  13.4446  25.8052  0.016  -0.0176  -0.0683
O  6.7014  4.2847  27.8339  0.0118  -0.0045  -0.0592
O  12.8063  6.0054  19.5712  -0.0188  -0.0278  0.0569
O  -5.4317  13.4903  22.0215  -0.0218  0.0177  -0.0069
O  -28.5908  12.3716  27.6949  -0.0006  0.0045  -0.0679
O  -24.6466  19.9007  26.9366  -0.0077  0.044  -0.0891

Results
free energy: -118376.253 eV
free energy less fixed offsets of O -570.45, Si -639.56 eV per atom: -3.773 eV

The program warned: the cutoff lies below the one the program advises for these potential files; the forces do not sum to zero within the program's tolerance; empty levels may hold ghost states of the PAW files; the exchange-correlation potential is rough where the density is thin.
